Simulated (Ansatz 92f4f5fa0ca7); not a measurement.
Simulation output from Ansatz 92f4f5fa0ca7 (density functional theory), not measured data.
Periodic cell of 226 atoms, Si133O92As1, from a study of silicon, its oxide and their interface. The atomic structure is a simulated model.
Doubt: the cutoff is far below the 930 eV that the study's wrapper takes by default for these files, so forces and energies are approximate.
This geometry differs little from another in the collection (a relaxation step or a small displacement).

Settings
functional: PBE
potential files: Ansatz PAW
basis: plane waves
wave-function cutoff: 580 eV
density cutoff ratio: 5
exchange-correlation grid ratio: 1
k mesh: 1 x 1 x 1, Gamma-centred
self-consistency stop: 5e-08 eV per atom in the density residual
occupations: fixed
spin: none
net charge: +1 e, with a uniform compensating background and no finite-size correction

Cell vectors (angstrom)
a 10.938 0 0
b 0 10.938 0
c 0 0 31.9494

Atoms and the computed forces on them: element, x, y, z (angstrom), force x, y, z (eV/angstrom)
Si 10.6206 0 24.3944 -0.0159 0.0317 0.1348
Si 5.0798 0.1186 24.6503 -0.0043 0.0225 0.0855
Si 2.8262 2.2925 24.507 0.0223 -0.0269 0.1383
Si 8.5677 2.4415 24.5454 0.0063 -0.029 0.0973
Si 10.7102 5.5852 24.3165 0.0099 0.0371 0.0897
Si 5.1584 5.6178 24.4288 -0.0312 0.008 0.1222
Si 2.9873 7.9575 24.39 0.0032 -0.0321 0.0997
Si 8.4177 7.8277 24.3947 0.0262 -0.0011 0.1317
Si 1.2915 1.1314 25.8221 0.0125 0.0022 -0.0496
Si 6.8169 1.3303 25.733 -0.021 0.0017 -0.0392
Si 3.9865 4.0105 25.7167 0.0007 0.0011 -0.0442
Si 9.6881 4.026 25.8394 -0.0104 -0.0208 -0.028
Si 1.3392 6.7945 25.6616 -0.0239 -0.0022 -0.0446
Si 6.804 6.7236 25.7401 -0.0044 -0.0032 -0.0556
Si 4.004 9.4621 25.9489 -0.0071 0.0318 -0.0366
Si 9.483 9.4409 25.7885 -0.0213 -0.0191 -0.0486
Si 2.6335 -0.1327 27.2711 0.0196 0.0198 -0.0354
Si 8.1363 -0.0738 27.1331 0.0601 0.0297 0.003
Si 0.0808 2.6551 27.1917 -0.0113 -0.0294 -0.0159
Si 5.4518 2.7285 27.1003 -0.0254 -0.0276 0.0104
Si 2.6708 5.4147 27.0961 0.0335 0.0184 0.0137
Si 8.1905 5.3694 27.1206 0.0057 0.0107 0.0268
Si 0.0035 8.149 27.1182 0.0185 0.0218 0.0208
Si 5.5136 8.1397 27.1726 0.0022 -0.0109 0.0122
Si 4.0943 1.3083 28.4818 0.0136 0.0267 -0.0208
Si 9.5377 1.3345 28.4899 -0.0082 -0.0388 -0.0125
Si 1.372 4.0744 28.5465 0.0236 -0.0033 0.0302
Si 6.8059 4.0645 28.5146 0.0296 -0.0152 0.0127
Si 4.0847 6.7755 28.4832 -0.0091 -0.0281 -0.0248
Si 9.5554 6.7809 28.4768 0.0142 -0.0399 -0.0343
Si 1.3098 9.4713 28.6072 -0.0441 -0.0593 0.0803
Si 6.8273 9.5338 28.5533 -0.0275 -0.01 0.0402
Si -0.0847 -0.0643 29.8885 -0.0148 -0.0319 -0.049
Si 5.458 -0.0163 29.8939 0.012 0.0027 0.0066
Si 2.8087 2.7506 29.8561 0.0238 0.0237 -0.0167
Si 8.1811 2.7036 29.8719 -0.0384 0.0055 0.0033
Si -0.0156 5.4446 29.8876 -0.0187 0.0187 0.0112
Si 5.4583 5.4483 29.8836 -0.0055 -0.0095 -0.0039
Si 2.7385 8.1318 29.9086 -0.0328 0.038 -0.0077
Si 8.2236 8.1706 29.8741 -0.0071 0.0313 0.0116
As 1.3663 1.372 31.2535 0.0031 0.0076 0.0237
Si 6.8227 1.3656 31.2617 0.0147 -0.0043 0.0013
Si 4.1235 4.0917 31.2941 -0.005 -0.0096 0.0024
Si 9.5375 4.0911 31.2402 0.0169 -0.0037 -0.0004
Si 1.3537 6.8074 31.2768 0.0121 -0.0107 0
Si 6.8295 6.8421 31.246 0.0016 0.0043 0.0024
Si 4.0941 9.5508 31.2498 -0.0018 -0.0043 0.0008
Si 9.5416 9.5324 31.3101 0.0012 0.0146 0.0003
Si 2.7751 -0.0219 0.7284 0.0134 -0.0126 -0.0082
Si 8.1898 0.0104 0.6806 -0.0165 0.0074 -0.0055
Si -0.0342 2.7876 0.7294 -0.0157 0.0155 -0.0004
Si 5.4928 2.7465 0.7144 0.0036 -0.0044 -0.0177
Si 2.7377 5.4638 0.6861 -0.0085 0.0203 -0.0051
Si 8.205 5.4947 0.6756 0.0094 -0.0083 -0.0067
Si 0.0151 8.2021 0.716 -0.0009 -0.0106 -0.0167
Si 5.4818 8.2224 0.6938 -0.0181 0.0152 -0.0054
Si 4.1107 1.4023 2.0869 0.0003 -0.0039 -0.0089
Si 9.5918 1.3408 2.0527 -0.0339 0.0038 0.0226
Si 1.3678 4.1527 2.0826 0.0317 -0.0246 -0.0124
Si 6.8448 4.1603 2.0555 0.0062 -0.0225 0.022
Si 4.0966 6.856 2.0404 -0.0007 -0.0409 0.012
Si 9.5752 6.8432 2.0777 -0.0153 0.0116 -0.0044
Si 1.3542 9.6105 2.0816 0.01 -0.0049 0.0221
Si 6.8289 9.6244 2.063 0.0618 -0.0205 -0.0043
Si 0.0255 0.0407 3.4949 0.0154 0.0255 0.0396
Si 5.4841 0.039 3.4675 -0.0123 0.0071 0.0198
Si 2.7167 2.7721 3.4266 -0.0424 0.0093 0.0125
Si 8.2588 2.7932 3.3538 0.0426 0.0127 -0.0833
Si 0.0188 5.5231 3.49 0.0315 0.0081 0.0323
Si 5.4739 5.5333 3.4339 -0.0192 0.0279 0.014
Si 2.7491 8.242 3.407 -0.0137 0.0128 -0.0369
Si 8.239 8.285 3.3986 0.0098 0.0737 -0.019
Si 1.3764 1.4602 4.8692 -0.0201 -0.0047 -0.0366
Si 6.9123 1.4848 4.7331 -0.0217 -0.0213 0.0219
Si 4.063 4.1622 4.7687 0.0128 0.0086 -0.0199
Si 9.6029 4.0831 4.7968 -0.0065 0.0034 0.0144
Si 1.3699 6.9815 4.8517 -0.0323 -0.0039 -0.0118
Si 6.8369 6.9959 4.742 -0.0123 -0.0393 0.0049
Si 4.0966 9.5741 4.8024 0.0087 0.0251 0.0183
Si 9.6155 9.5801 4.8573 -0.0059 -0.0158 -0.0394
Si 2.7572 0.0327 6.1465 0.0172 0.0123 0.0473
Si 8.2915 0.1289 6.0983 0.0005 -0.0078 0.0456
Si 0.0147 2.8052 6.3237 0.0221 0.0103 0.0411
Si 5.5144 2.8439 6.0748 -0.0099 -0.0039 0.0525
Si 2.7556 5.5987 6.1443 0.0034 -0.0042 0.0518
Si 8.2533 5.6024 5.9632 -0.0145 -0.0011 0.0456
Si 0.047 8.311 6.3796 0.0091 0.0142 0.0533
Si 5.5005 8.3068 6.2344 0.0036 0.0063 0.0531
Si 4.4226 1.186 7.3382 -0.0037 -0.0062 -0.1062
Si 9.8072 1.1545 7.6396 0.0368 -0.0106 -0.092
Si 1.1795 4.5149 7.5231 -0.0323 -0.0029 -0.123
Si 6.6416 4.5471 7.2613 0.0036 0.0161 -0.1045
Si 4.3245 6.7097 7.5571 0.0069 -0.0002 -0.1163
Si 9.7256 6.6196 7.5142 0.0185 -0.0047 -0.0881
Si 1.2808 9.9463 7.7208 -0.0337 -0.0036 -0.1497
Si 6.7208 9.9742 7.4275 -0.0294 0.0147 -0.1063
O 9.5726 1.2347 23.9731 0.02 0.0107 -0.0169
O 4.0979 6.8019 23.9369 0.0149 0.01 -0.0098
O 4.0182 1.2358 24.0231 -0.0068 0.0053 -0.0202
O 9.5373 6.6959 23.8882 -0.0094 0.0104 -0.0048
O -0.0232 5.5597 8.0205 -0.0009 -0.012 0.0126
O 5.5705 0.1349 7.9202 0.0132 -0.0082 0.0067
O 0.0731 0.0968 8.1487 -0.0134 0.0018 0.0154
O 5.5392 5.6221 7.887 0.0004 -0.0149 0.0075
O 7.6091 3.9535 8.428 0.0407 -0.0432 0.0617
O 8.7207 7.0539 8.7613 -0.0482 0.051 0.053
O 2.1837 9.4629 9.0399 0.0733 -0.0513 0.0914
O 8.8928 1.6762 8.932 -0.0558 0.0516 0.0532
O 7.6321 9.484 8.7064 0.0391 -0.0446 0.059
O 3.5894 1.8318 8.5861 -0.0298 0.0548 0.0573
O 3.5761 7.2256 8.9471 -0.0309 0.0464 0.0658
O 2.0695 4.026 8.8223 0.0681 -0.0381 0.0647
O 8.1369 3.5031 23.3605 -0.0453 0.0408 -0.0547
O 0.4591 4.9352 22.9474 0.0429 -0.0711 -0.0656
O 1.8995 2.7429 23.2361 -0.0584 0.0385 -0.0857
O 5.8298 4.914 23.1055 0.0598 -0.0569 -0.0709
O 5.5314 9.9702 23.5108 0.0391 -0.0326 -0.0473
O 2.4423 8.7009 23.0224 -0.052 0.0499 -0.0771
O 0.185 10.0625 23.0787 0.0546 -0.0513 -0.0877
O 7.7929 8.572 23.062 -0.0649 0.0582 -0.0765
Si 8.6602 7.7004 18.435 -0.0003 -0.0004 -0.0314
Si 8.7871 6.3619 13.6337 -0.0026 0.0031 0.0291
Si 3.795 1.5426 14.7423 -0.0022 -0.0018 0.0102
Si 2.1402 5.7531 17.6221 -0.0084 -0.0046 -0.0231
Si 2.4195 3.1464 19.4777 -0.0138 0.0048 -0.0296
Si 9.8177 9.0354 12.0867 0.0015 -0.0006 0.0263
Si 1.3304 9.4221 22.0605 0.0088 -0.0018 0.052
Si 9.1742 0.969 13.1979 0.0018 0.0032 0.0293
Si 1.4243 5.0577 13.032 0.0036 0.0015 0.038
Si 1.7952 8.257 12.8263 0.0055 0.0019 0.0192
Si 6.6493 9.5484 22.4124 0.0186 -0.0181 0.0319
Si 4.5292 4.604 15.7098 0.0036 0.0085 0.0002
Si 8.2135 3.0234 9.5981 0.0077 -0.0257 -0.0275
Si 0.8425 8.2468 19.2529 0.0002 0.0134 -0.0221
Si 6.9486 1.35 21.0851 0.0097 -0.0027 -0.0353
Si 8.2321 8.3228 9.6869 0.01 -0.0116 -0.0354
Si 10.8905 5.2101 15.6084 -0.0017 0.0029 -0.0029
Si 7.5712 9.5062 16.3181 -0.0022 -0.0078 -0.0069
Si 9.9305 2.0589 20.2911 -0.0016 -0.0004 -0.0303
Si 3.2201 8.5153 9.9295 -0.0321 0.0039 -0.0527
Si 6.6997 3.3448 17.4009 -0.0003 0.0051 -0.016
Si 1.1671 0.2141 19.795 0.0039 -0.0094 -0.0377
Si 3.236 2.818 12.3084 -0.0016 -0.0072 0.0273
Si 7.2219 5.3926 19.6711 0.0028 -0.0095 -0.0292
Si 5.7501 8.6766 11.5547 -0.0004 -0.0016 0.025
Si 5.787 6.0777 13.2055 0.003 0.0019 0.027
Si 4.634 9.7052 17.6217 -0.0029 -0.0075 -0.0178
Si 1.0243 3.5984 22.1553 -0.0032 0.0357 0.0584
Si 4.899 1.4842 18.7915 0.0037 -0.0028 -0.0296
Si 3.1982 3.0895 9.5305 -0.0285 -0.0144 -0.0393
Si 6.4531 10.8292 13.7953 0.0002 -0.0032 0.0164
Si 10.3513 0.121 15.9725 0.0041 0.0061 -0.0093
Si 5.6641 3.6611 11.1642 0.0075 -0.0103 0.0344
Si 9.8474 3.9033 11.9106 -0.0111 -0.0043 0.0256
Si 2.3434 9.9266 15.5498 -0.0014 -0.0076 -0.0049
Si 6.0753 8.1159 19.7912 -0.0023 0.0093 -0.0315
Si 6.9358 3.9747 22.3579 -0.0071 0.0181 0.0315
Si 9.757 2.7807 17.3605 0.0024 0.0035 -0.0117
O 7.1972 6.382 13.9766 0.0023 0.0001 -0.0131
O 1.8848 7.0625 18.6743 0.0062 -0.0135 0.0173
O 10.2922 4.0462 16.5327 -0.0028 -0.0025 0.0063
O 6.1665 9.961 17.0546 0.0079 -0.0036 0.0037
O 10.1477 0.7059 14.4686 0.0049 -0.0046 -0.0014
O 8.4487 6.1166 18.8477 0.0028 0.0048 0.0217
O 5.1733 0.6928 14.4385 -0.0031 0.0032 -0.0079
O 5.7224 2.0512 17.5136 0.0049 0.0031 0.0084
O 8.3482 1.9416 20.5588 0.0114 0.0021 0.0271
O 1.9885 4.3022 18.3964 0.005 0.0155 0.0104
O 6.9679 2.807 10.6465 -0.0295 0.0073 -0.0058
O 4.8719 2.7098 12.2228 -0.0086 -0.0021 -0.0164
O 6.0325 4.3951 16.3455 0.0001 -0.0001 0.0012
O 4.5713 3.917 9.9364 0.0202 0.0075 -0.0053
O 10.6873 2.778 21.5535 -0.0202 -0.0235 -0.0021
O 9.7246 6.1655 14.9679 0.0072 -0.0039 -0.0009
O 6.0081 6.4802 19.8307 0.0017 -0.0002 0.0276
O 4.0815 0.1702 18.2799 0.0016 -0.0026 0.0182
O 9.2575 10.556 12.2739 -0.0006 0.0119 -0.0197
O 2.8568 4.3612 12.7122 -0.0059 0.0081 -0.0249
O 1.9109 10.709 21.2084 -0.0011 0.021 -0.0052
O 3.9962 2.7252 19.3713 0.007 -0.0048 0.0261
O 0.7298 10.0441 15.9641 -0.0001 0.0006 0.0009
O 1.2783 9.8061 18.8347 0 -0.0023 0.0134
O 1.7114 1.6686 19.2673 0.0038 0.0011 0.0245
O 8.9412 10.3979 16.5031 -0.0014 -0.0032 0.0059
O 4.8724 8.5803 18.7893 -0.0049 0.0048 0.0113
O 9.5833 8.755 10.489 0.0166 0.0083 0.0069
O 6.755 4.0788 18.8532 -0.0018 -0.0109 0.0106
O 2.8419 1.7206 13.4135 0.0016 -0.0049 -0.008
O 5.8246 8.7626 21.2614 -0.0141 -0.0241 -0.0178
O 2.5451 2.4506 10.8807 -0.0023 -0.005 0.0188
O 7.6211 4.8515 21.1649 0.0093 0.0228 -0.0182
O 5.2114 7.484 12.558 0.0008 -0.0104 -0.0131
O 0.4345 9.0712 12.5065 0.0032 -0.001 -0.0206
O 7.5824 1.0665 13.5752 -0.0028 -0.0026 -0.0164
O 7.1131 9.6428 14.7458 0.0026 -0.0017 0
O 8.9786 5.0335 12.6974 -0.0015 0.0123 -0.0121
O 8.0949 8.0418 16.9091 -0.0047 0.0085 0.0009
O 6.2138 2.5742 21.9017 -0.0016 -0.0238 0.0131
O 2.4618 9.0712 14.1136 0.0021 0.0083 -0.0011
O 0.4292 4.4951 11.865 0.0095 0.0041 -0.0233
O 0.8172 8.3155 20.9302 -0.0096 -0.0218 -0.0161
O 9.3948 3.8354 10.3496 0.0234 0.0166 0.0054
O 9.6595 2.3892 12.5308 0.0005 -0.0118 -0.0178
O 7.6201 8.5599 19.3921 0.01 -0.0032 0.0247
O 2.5533 8.1735 11.3736 -0.0247 -0.0055 0.0356
O 3.9772 3.063 15.38 0.0008 0.0014 -0.003
O 0.8325 4.4889 14.4398 -0.0042 -0.0028 -0.0044
O 10.0469 3.0001 18.9563 -0.001 0.0062 0.0004
O 9.1434 7.8079 12.945 -0.0013 -0.01 -0.0135
O 10.5146 0.5392 20.0756 0.0033 -0.0039 0.0265
O 6.0318 5.048 11.9364 -0.0006 0.0177 -0.0132
O 8.1582 2.7436 17.0044 -0.001 -0.0002 0.0078
O 3.5396 5.4849 16.7297 0.0013 -0.0008 0.0082
O 4.6723 9.1335 10.386 0.0259 0.0032 -0.0051
O 1.5363 6.6782 13.1883 -0.0037 -0.0066 -0.0219
O 4.7608 5.4945 14.3452 -0.0031 -0.0068 -0.0042
O 2.0534 3.8559 20.9143 0.0269 -0.0079 -0.0227
O 10.5566 1.4166 16.9477 0.0007 -0.0043 0.007
O 0.9524 6.0799 16.5484 0.0008 -0.0005 0.0076
O 7.3261 10.9514 21.9376 0.0008 0.025 0.0126
O 5.9325 0.9145 19.9117 -0.0232 -0.0041 0.0064
O 6.0659 10.0363 12.4096 0.0067 0.0182 -0.0082
O 2.8487 0.5482 15.6101 -0.0003 0.0017 0.0007
O 7.0556 8.0236 10.7821 -0.0299 0.0001 -0.0004
O 10.2454 8.0204 18.6854 -0.0074 -0.0049 0.0206
O 3.4445 9.1966 16.5795 0.0021 0.002 0.0021

Results
free energy: -141734.128 eV
free energy less fixed offsets of As -4856.12, O -568.88, Si -635.61 eV per atom: -4.918 eV

The program warned: the cutoff lies below the one the program advises for these potential files; the forces do not sum to zero within the program's tolerance; the exchange-correlation potential is rough where the density is thin.
